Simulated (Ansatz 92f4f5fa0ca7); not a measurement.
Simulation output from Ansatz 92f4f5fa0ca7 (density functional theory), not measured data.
Periodic cell of 171 atoms, Si99O72, from a study of silicon, its oxide and their interface. The atomic structure is a simulated model.

Settings: functional PBE; potential files Ansatz PAW; basis plane waves; wave-function cutoff 700 eV; density cutoff ratio 5; exchange-correlation grid ratio 2; k mesh 2 x 2 x 1, shifted by 0.5 0.5 0.5 of a step; self-consistency stop 5e-08 eV per atom in the density residual; occupations Fermi-Dirac, 0.05 eV; spin none; net charge 0.

Cell vectors (angstrom)
a	11.5983	0	0
b	0	11.5983	0
c	1.2077	0.0506	22.1018

Atoms and the computed forces on them: element, x, y, z (angstrom), force x, y, z (eV/angstrom)
Si	9.0051	0.6575	-0.0903	-0.0063	0.2778	-0.2161
Si	8.9348	3.781	0.7484	0.0309	0.057	-0.561
Si	9.0434	6.815	0.3353	-0.0599	-0.1474	-0.3009
Si	1.2538	0.5104	0.1758	0.1289	0.3901	-0.1148
Si	1.1743	3.5813	0.8009	0.0337	-0.0363	-0.6232
Si	1.0624	6.5989	0.3684	0.1042	-0.0394	-0.5131
Si	5.0383	-0.605	-0.1216	-0.0062	-0.0017	0.227
Si	4.9208	4.3833	0.275	0.0196	0.0146	0.0001
Si	5.0202	7.6537	0.236	0.0745	-0.0067	0.2069
Si	-0.7431	-0.0805	1.3327	0.0021	0.0694	-0.0824
Si	-0.768	3.6728	2.0589	0.1141	0.025	-0.1103
Si	-0.7356	7.3228	1.7618	0.0268	-0.077	-0.1587
Si	3.1903	-0.1184	1.4248	-0.0311	-0.0509	-0.1746
Si	3.2114	3.8152	1.8605	0.0346	-0.0373	-0.1335
Si	3.0415	7.5436	1.49	-0.3805	-0.2357	-0.1813
Si	7.0172	-0.1103	1.2103	0.0532	-0.0254	-0.1147
Si	6.8389	3.8181	1.7059	-0.2267	0.0586	-0.2103
Si	7.0285	7.5567	1.4905	0.2791	-0.0975	-0.2012
Si	-0.7432	1.5997	3.051	-0.1083	-0.2854	0.2478
Si	-0.7408	5.6174	3.2867	0.0071	-0.1369	0.4012
Si	-0.7343	9.5195	2.7779	0.0086	0.161	-0.0994
Si	3.248	1.7281	2.9472	0.139	-0.1067	0.0717
Si	3.1137	5.7759	3.0861	0.0206	0.2374	0.2031
Si	3.0322	9.5187	2.8185	0.077	0.0723	0.0242
Si	6.9051	1.7159	2.8385	0.0183	-0.1008	-0.0672
Si	6.9515	5.7355	3.0359	-0.0727	0.1639	0.1199
Si	7.0977	9.5818	2.7557	-0.0947	0.0354	-0.067
Si	8.8499	1.6758	4.3016	0.1176	-0.0565	-0.1486
Si	8.854	5.6764	4.4591	0.1273	0.0408	-0.0189
Si	8.9626	9.5561	4.2371	-0.1415	-0.0071	0.0493
Si	1.2677	1.6751	4.3227	-0.0493	0.0015	-0.098
Si	1.2338	5.6906	4.5076	-0.0687	0.0694	-0.0713
Si	1.1517	9.5349	4.2644	0.1176	-0.012	0.0645
Si	5.0986	1.7179	4.3434	-0.1508	-0.0586	0.0428
Si	5.0452	5.7421	4.4127	0.0108	-0.1593	-0.0487
Si	5.0733	9.5089	4.1519	0.0251	-0.0063	-0.0877
Si	-2.7054	-0.1961	5.7645	0.0152	-0.0791	0.1291
Si	-2.7276	3.6389	5.6158	-0.0788	-0.0043	0.143
Si	8.9872	7.6747	5.7135	-0.1339	0.0009	-0.0612
Si	1.2799	-0.2096	5.7625	-0.0761	-0.0755	0.0597
Si	1.2543	3.6445	5.6392	0.0954	0.0595	0.2295
Si	1.089	7.6649	5.7668	0.0721	0.0505	0.0253
Si	5.021	-0.227	5.6522	0.1292	0.0607	-0.0847
Si	5.0333	3.7057	5.6236	0.0606	0.0106	0.0714
Si	5.0982	7.6729	5.7209	0.015	0.1293	0.0278
Si	-0.6747	-0.2729	7.1205	-0.0309	-0.0271	-0.2839
Si	-0.7401	3.7218	6.8921	0.1705	-0.0514	-0.3436
Si	-0.8	7.7265	7.2726	0.1068	0.0512	0.1151
Si	3.223	-0.2275	7.1972	-0.02	0.0966	0.111
Si	3.1576	3.6231	7.0689	-0.184	-0.0962	-0.1232
Si	3.0808	7.6269	6.996	-0.0541	0.0251	-0.1851
Si	6.8644	-0.1661	7.0909	-0.1202	-0.0537	-0.1387
Si	6.9449	3.6792	6.9742	-0.0418	-0.0555	-0.3395
Si	7.0952	7.6264	7.0732	0.0609	0.0524	-0.0747
Si	-0.6819	1.7822	8.1763	0.0126	0.2256	0.2904
Si	-0.8213	5.5938	8.3331	-0.0134	-0.0942	0.2432
Si	-0.6593	9.6416	8.8867	0.0387	0.1276	0.1169
Si	3.2014	1.7631	8.6051	-0.0475	-0.0162	0.1965
Si	3.1049	5.665	8.2661	-0.1383	-0.129	0.1132
Si	3.1632	9.3724	8.5114	0.1498	0.0199	0.0231
Si	6.8095	1.8523	8.4173	-0.1238	0.0878	0.2447
Si	7.0565	5.5721	8.3194	0.2457	-0.0172	0.2017
Si	7.0292	9.5312	8.4507	-0.0267	0.0466	0.1506
Si	8.9327	1.929	9.343	0.1224	0.0012	0.3843
Si	8.9263	4.9704	9.7292	-0.1122	-0.0828	0.4422
Si	8.8167	10.4796	9.803	-0.0651	0.1907	0.3917
Si	1.1022	2.0662	9.7132	0.053	0.2187	0.0588
Si	1.1518	5.2724	9.5504	-0.0274	0.0059	0.1745
Si	1.554	9.6584	10.2296	0.1058	-0.2274	0.0679
Si	5.0598	2.4661	10.0739	0.0844	-0.0229	0.279
Si	5.0674	5.6163	9.5188	0.0189	0.0123	0.2931
Si	5.1115	8.7743	9.6958	0.1904	-0.1154	0.3938
Si	5.0965	9.5788	12.6257	-0.0027	-0.0778	0.2759
Si	8.5077	11.9782	16.5617	-0.0394	-0.1466	-0.1818
Si	4.654	12.6767	12.9881	0.0198	0.0023	0.3019
Si	12.7969	7.2749	17.4897	0.0513	-0.0666	-0.2748
Si	6.7433	4.0542	17.8517	-0.0433	0.1852	-0.2896
Si	3.7546	13.7635	17.9303	-0.0889	0.0943	-0.3976
Si	0.7034	10.4702	14.5518	0.0507	-0.1224	0.2173
Si	0.7322	5.7574	12.6439	0.0366	-0.1075	0.3024
Si	12.4672	3.8735	14.8246	-0.014	0.0796	0.2306
Si	8.1077	6.7373	15.208	-0.1072	0.0101	0.1796
Si	1.6503	12.1408	12.1792	-0.1012	-0.088	0.3055
Si	9.2648	9.7253	15.0943	0.1224	0.0527	0.1219
Si	13.7073	10.2629	19.8686	-0.0964	-0.0265	-0.4316
Si	5.723	2.0786	20.1122	-0.0898	0.1579	-0.2538
Si	5.9584	13.6367	15.7562	0.0807	0.0418	0.0052
Si	15.2515	8.9832	17.7804	-0.0956	-0.0001	-0.4027
Si	8.0582	9.3433	12.6014	-0.0346	0.0187	0.2689
Si	9.2334	6.4851	12.5496	-0.0186	0.0135	0.2699
Si	9.6937	3.9529	18.1817	0.1854	0.1124	-0.1844
Si	2.2944	8.2681	12.9683	0.0277	0.1832	0.373
Si	5.4157	6.5616	16.9107	-0.0673	-0.0355	-0.18
Si	10.6826	5.8505	16.5202	0.1662	0.1042	-0.0245
Si	2.2353	11.3445	17.1876	0.0601	0.1141	-0.2834
Si	12.13	8.0126	20.4431	0.2268	-0.0394	-0.2959
Si	10.7877	13.5206	16.3202	0.051	0.0978	-0.3224
Si	10.0998	12.8635	18.9548	0.0199	0.239	-0.3991
Si	14.5608	4.8903	16.7551	-0.0594	0.0314	-0.1025
O	8.7819	8.1942	15.1198	-0.0232	-0.0051	-0.0885
O	9.1023	0.3631	-1.773	0.0108	-0.0832	0.6508
O	12.1199	7.7697	18.8555	-0.1288	0.058	0.3333
O	9.0158	5.1999	-0.1733	-0.0267	0.2048	0.4974
O	9.4451	7.6326	-1.0604	-0.0386	0.0124	0.1838
O	9.8109	3.168	16.739	-0.0101	0.0457	0.1219
O	1.158	2.1759	-0.1293	0.1256	-0.3046	0.4145
O	1.1816	4.985	-0.1034	-0.015	0.4124	0.4895
O	1.47	-0.1829	-1.3161	-0.0501	0.0632	0.1831
O	14.9233	9.229	19.3824	-0.0084	0.0887	0.2259
O	10.8761	9.8823	15.0455	-0.0084	0.0154	-0.06
O	9.9799	2.8655	19.3596	-0.0494	-0.1063	0.0358
O	8.7404	12.3617	18.1417	0.0499	0.0264	0.2672
O	8.6617	10.3712	13.7199	-0.0925	-0.1224	-0.199
O	12.5137	9.5766	20.7452	-0.1028	-0.0188	0.0543
O	4.9864	5.9734	-0.3603	-0.0133	-0.0219	0.2372
O	4.6395	3.1683	-0.822	0.0435	0.0812	-0.0745
O	1.8419	6.745	13.3581	-0.0142	-0.0636	-0.1596
O	9.0625	8.0877	12.3685	0.0327	0.015	-0.1516
O	6.4969	2.7641	18.826	-0.0343	-0.2094	0.2999
O	11.4062	4.9305	15.4157	0.0054	-0.0161	-0.059
O	8.5676	10.3576	16.4283	0.0386	0.1003	-0.0409
O	1.2779	3.6802	9.8434	-0.0424	0.1224	-0.0377
O	1.7249	8.5373	11.447	-0.1635	0.2176	-0.3261
O	5.8831	5.4541	18.031	0.068	-0.078	0.0755
O	1.6181	9.2265	14.0866	0.0434	-0.058	-0.1978
O	0.9972	5.8867	11.0604	0.0579	0.0225	-0.3691
O	0.8572	13.2662	11.3169	0.0405	0.0151	-0.3357
O	5.018	4.1452	10.4017	0.0653	-0.2272	-0.3551
O	0.332	2.3774	15.2458	0.0093	0.0809	0.0454
O	6.5409	15.1101	16.2797	0.0074	-0.0212	0.1831
O	8.2132	4.5646	18.3018	-0.0807	-0.1195	0.0701
O	5.2013	13.2763	11.5565	-0.0258	0.3303	-0.5575
O	5.0251	11.0946	13.2503	0.0126	0.0912	-0.132
O	5.0031	9.7597	11.015	-0.0305	-0.1475	-0.0901
O	0.6249	11.5138	13.2945	0.1128	0.1526	-0.2603
O	15.723	5.8785	16.1728	0.0465	0.0075	0.0856
O	8.1873	6.0219	13.7379	0.1216	0.059	-0.1676
O	10.7525	5.1955	18.0423	-0.1759	-0.126	0.03
O	5.327	13.5564	14.231	-0.1294	-0.1201	-0.2351
O	13.9772	8.2762	17.0152	0.0102	0.0092	0.1313
O	2.0316	11.0446	11.0064	-0.0428	-0.1328	-0.0698
O	3.5173	15.3725	17.8005	0.0542	-0.1695	0.127
O	4.2306	13.4587	19.4617	0.0835	-0.0629	0.2816
O	4.9648	8.0174	17.5617	-0.0184	0.0481	0.1029
O	1.398	11.2294	15.8105	0.0136	-0.0235	0.0382
O	11.5139	7.2603	16.4684	0.0774	-0.2038	0.1516
O	3.9063	8.5572	13.1145	-0.0219	0.0633	-0.16
O	9.7588	12.4852	15.6014	-0.0031	0.0083	0.1532
O	11.273	12.8474	17.7576	-0.1821	-0.0295	0.2841
O	5.0248	9.3017	-0.4944	-0.008	-0.2094	0.2649
O	9.0418	0.5117	10.2187	-0.106	-0.6295	-0.4602
O	6.5345	8.9044	13.0383	-0.019	0.0523	-0.1402
O	13.4544	5.7733	17.5663	0.0073	0.0809	0.0079
O	3.0011	12.7196	12.923	-0.1105	0.0334	-0.1057
O	4.7997	13.2403	16.8021	-0.0431	-0.0419	0.1141
O	9.1058	5.9572	16.2072	0.0233	-0.0704	0.0071
O	8.8266	5.7604	11.1693	0.0118	-0.0825	-0.3437
O	2.4264	12.9243	17.5358	0.1395	-0.0305	0.1346
O	12.554	4.2264	13.2303	-0.0263	0.1057	-0.1278
O	13.0116	10.7395	18.4614	0.0712	-0.0459	0.3786
O	5.0071	0.5602	-1.3806	0.0055	-0.207	0.1363
O	-0.8071	6.22	12.9471	-0.0181	-0.0182	-0.1004
O	8.9953	3.3578	10.2374	-0.0849	0.253	-0.5822
O	7.142	12.535	15.9067	-0.0146	0.0278	0.0881
O	6.6031	6.7989	15.818	0.0188	-0.0106	-0.0177
O	8.0247	10.0761	11.1803	0.0525	-0.0412	-0.1391
O	13.9385	4.0911	15.4824	-0.0838	0.0056	-0.0365
O	15.2703	10.4912	17.0896	-0.0487	-0.0816	0.1487
O	9.0369	2.3258	-0.0537	-0.1313	-0.3642	-0.0427
O	0.6264	7.1456	-1.1221	-0.1052	0.0693	0.2174
O	5.1258	7.1529	10.2751	0.0039	0.1823	-0.4546

Results
free energy: -103887.711 eV
free energy less fixed offsets of O -569.03, Si -635.61 eV per atom: 7.839 eV
pressure: -0.51 GPa
stress xx, yy, zz, yz, xz, xy (GPa, positive in tension): -0.45, 1.51, 0.46, 0.06, 0.09, 0.08

The program warned: the cutoff lies below the one the program advises for these potential files.
